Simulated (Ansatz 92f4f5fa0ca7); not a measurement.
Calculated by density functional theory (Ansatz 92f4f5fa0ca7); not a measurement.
Periodic cell of 215 atoms, Si133O82, from a study of silicon, its oxide and their interface. The atomic structure is a simulated model.
This geometry differs little from another in the collection (a relaxation step or a small displacement).

Settings
functional: r2SCAN
potential files: Ansatz PAW
basis: plane waves
wave-function cutoff: 800 eV
density cutoff ratio: 5
exchange-correlation grid ratio: 1
k mesh: 1 x 1 x 1, Gamma-centred
self-consistency stop: 5e-08 eV per atom in the density residual
occupations: fixed
spin: none
net charge: 0

Cell vectors (angstrom)
a 10.938 0 0
b 0 10.938 0
c 0 0 31.1776

Atoms and the computed forces on them: element, x, y, z (angstrom), force x, y, z (eV/angstrom)
Si 0.4862 10.3569 23.8814 0.0001 0.0065 -0.002
Si 4.971 0.5252 23.4967 0.0056 0.0003 -0.005
Si 3.0543 2.233 23.6286 -0.0076 -0.004 -0.0013
Si 7.8928 3.2088 23.5931 -0.0026 -0.0022 -0.0059
Si 10.4932 5.928 24.0855 -0.0092 -0.018 0.0091
Si 6.0176 4.9215 23.7259 0.0105 0.0083 -0.0034
Si 2.402 8.7214 23.8491 0.004 0.0036 0.0046
Si 8.7102 7.5428 23.7944 0.0025 0.0095 -0.0081
Si 1.4159 1.266 25.0408 0.0019 -0.007 -0.0007
Si 6.8126 1.4192 24.8098 0.0038 0.0055 -0.0025
Si 4.1458 3.9844 24.8994 0.003 -0.0059 0.0005
Si 9.5122 4.0907 25.1165 0.0063 0.0106 0.0047
Si 1.4254 6.9157 25.0839 -0.0006 0.0082 -0.0067
Si 6.871 6.7261 25.0205 -0.0042 -0.0094 0.0004
Si 4.1441 9.7265 25.0172 -0.0088 0 -0.001
Si 9.5885 9.428 25.015 -0.0012 -0.0018 -0.0009
Si 2.7653 0.0047 26.4722 0.0072 0.0078 0.0028
Si 8.1862 -0.0042 26.2675 -0.0019 -0.0008 0.0037
Si 0.0216 2.6947 26.3593 -0.0031 0 0.0022
Si 5.4934 2.6959 26.3648 0.0019 -0.0018 0.0031
Si 2.7923 5.4261 26.3219 -0.0017 -0.0018 0.0027
Si 8.1904 5.4529 26.4861 -0.0071 -0.0076 0.0043
Si 0.0151 8.1889 26.475 0.0002 -0.0036 0.0068
Si 5.4835 8.2082 26.3164 0.0043 0.0027 0.0013
Si 4.1018 1.3673 27.7593 0.3295 0.2097 0.425
Si 9.5708 1.3673 27.7593 -0.1452 -0.2546 -0.5761
Si 1.3673 4.1018 27.7593 0.1523 -0.0308 -0.5045
Si 6.8362 4.1018 27.7593 -0.3731 -0.3086 0.3949
Si 4.1018 6.8362 27.7593 0.1403 -0.039 -0.5693
Si 9.5708 6.8362 27.7593 0.0853 -0.1712 0.6402
Si 1.3673 9.5708 27.7593 0.076 0.0955 0.571
Si 6.8362 9.5708 27.7593 0.0726 0.0719 -0.6502
Si 0 0 29.1266 0.0097 -0.0405 0.0123
Si 5.469 0 29.1266 -0.0554 0.0585 0.0052
Si 2.7345 2.7345 29.1266 0.1031 0.0598 0.0161
Si 8.2035 2.7345 29.1266 -0.0864 -0.011 -0.0066
Si 0 5.469 29.1266 -0.0808 0.057 0.0107
Si 5.469 5.469 29.1266 -0.0038 -0.0486 0.0196
Si 2.7345 8.2035 29.1266 -0.1036 0.0016 -0.0041
Si 8.2035 8.2035 29.1266 0.0932 0.0183 -0.0069
Si 1.3673 1.3673 30.4938 -0.0405 0.0155 -0.008
Si 6.8362 1.3673 30.4938 0.0741 -0.0609 -0.0207
Si 4.1018 4.1018 30.4938 -0.0686 0.0659 0.0168
Si 9.5708 4.1018 30.4938 0.0722 -0.0217 -0.031
Si 1.3673 6.8362 30.4938 0.0435 -0.0578 -0.0206
Si 6.8362 6.8362 30.4938 -0.0073 -0.0005 -0.0019
Si 4.1018 9.5708 30.4938 0.044 -0.0524 -0.0299
Si 9.5708 9.5708 30.4938 -0.0003 0.0141 0.0118
Si 2.7345 0 0.6835 0.0006 -0.0193 -0.0109
Si 8.2035 0 0.6835 -0.0432 0.051 0.0201
Si 0 2.7345 0.6835 -0.0484 0.0359 0.0263
Si 5.469 2.7345 0.6835 0.0145 -0.0149 -0.0084
Si 2.7345 5.469 0.6835 -0.0541 0.0664 0.0308
Si 8.2035 5.469 0.6835 0.0722 -0.0337 -0.0041
Si 0 8.2035 0.6835 0.0078 -0.0403 0.0042
Si 5.469 8.2035 0.6835 -0.0659 0.0559 0.0221
Si 4.1018 1.3673 2.0507 -0.0346 0.0147 -0.0111
Si 9.5708 1.3673 2.0507 0.0644 -0.069 -0.0177
Si 1.3673 4.1018 2.0507 0.0218 -0.0184 0.0126
Si 6.8362 4.1018 2.0507 -0.011 0.0629 0.001
Si 4.1018 6.8362 2.0507 0.0407 -0.0553 -0.0185
Si 9.5708 6.8362 2.0507 -0.0359 0.0087 -0.015
Si 1.3673 9.5708 2.0507 0.0142 0.0632 0.0148
Si 6.8362 9.5708 2.0507 0.0797 -0.0836 -0.0136
Si 0 0 3.418 -0.0667 0.1932 -0.4908
Si 5.469 0 3.418 -0.1268 0.1986 0.7306
Si 2.7345 2.7345 3.418 0.1364 -0.0054 -0.3001
Si 8.2035 2.7345 3.418 -0.1538 -0.1659 0.6587
Si 0 5.469 3.418 -0.1461 -0.0292 0.3945
Si 5.469 5.469 3.418 -0.0037 0.1037 -0.5078
Si 2.7345 8.2035 3.418 0.2853 0.2454 0.5207
Si 8.2035 8.2035 3.418 -0.2318 -0.0914 -0.7423
Si 1.3518 1.3873 4.7412 0.0004 0.0008 0.0022
Si 6.7953 1.3854 4.9099 0.0025 -0.0026 -0.0024
Si 4.1314 4.1026 4.7428 -0.0013 0.003 -0.0006
Si 9.5324 4.1147 4.8401 -0.0003 0.0016 -0.002
Si 1.3744 6.8481 4.7964 0.0015 -0.0002 -0.0017
Si 6.7983 6.8762 4.7287 0.0027 -0.0013 -0.0012
Si 4.1082 9.6086 4.9023 -0.0024 0.0027 -0.0014
Si 9.5256 9.5914 4.6866 0.0011 -0.0059 -0.0028
Si 2.6601 0.1033 6.2367 0.0031 0.0016 0.0005
Si 8.202 -0.1061 6.1879 -0.0007 0.0027 0.002
Si 0.0244 2.7369 6.1597 0.005 -0.0028 -0.0035
Si 5.4053 2.8573 6.3163 -0.0008 0.0019 0.0033
Si 2.8151 5.4842 6.097 0.0034 -0.0002 0.0004
Si 8.072 5.5127 6.1314 -0.0008 0.0001 0.0013
Si -0.0502 8.2716 6.0324 -0.0034 0.0029 0
Si 5.5762 8.2174 6.2487 0.0033 -0.0016 0.0033
Si 3.5158 1.9664 7.4855 -0.012 -0.0055 -0.0063
Si 10.0015 0.8883 7.2924 -0.0008 -0.0041 0.0007
Si 1.7789 3.8141 7.3773 0.0036 -0.0005 0.0064
Si 6.2968 4.7636 7.5674 0.0044 0.0074 0.0012
Si 4.4895 6.5051 7.4421 -0.0086 -0.0081 0.0021
Si 9.2469 7.166 7.2884 0.0044 -0.0004 0.0049
Si 0.7558 10.077 7.3175 0.0014 -0.0038 0.0047
Si 7.4746 8.9753 7.5906 0.0017 0.0005 0.0065
O 6.8306 4.6191 9.14 -0.0026 0.0092 -0.022
O 7.1984 9.2919 9.1963 0.0069 -0.0048 -0.0153
O 10.0488 6.361 8.5031 -0.0069 0.0074 -0.0097
O 0.8238 9.547 8.8627 -0.0012 0.0055 -0.0088
O 3.8842 1.4729 9.0125 -0.0077 0.0021 -0.013
O 1.2484 4.6563 8.7285 0.0087 0.0002 -0.0025
O 9.4879 1.1873 8.8388 -0.0006 -0.0087 -0.0071
O 3.8423 7.1252 8.8397 0.0046 -0.0028 -0.011
O 8.3639 7.5196 22.1598 -0.004 -0.0065 0.0196
O 8.5504 2.8596 22.0894 0.0014 0.0044 0.0066
O 5.5743 5.508 22.2528 -0.0015 -0.0045 0.0057
O 2.1989 2.6474 22.2435 0.007 -0.0017 0.0057
O 10.7827 10.833 22.4499 0.0046 -0.0006 0.0096
O -0.0377 5.3569 22.6071 -0.0084 0.0001 0.002
O 3.2626 8.4228 22.4472 -0.0055 0.0016 -0.0055
O 5.4228 0.0958 21.9297 -0.0003 0.0027 0.0124
Si 10.7164 5.0967 9.2614 0.002 0.0005 0.0097
Si 0.8864 9.1865 10.4232 0.0012 -0.0018 0.0048
Si 3.7703 7.7667 10.3215 -0.0024 0.004 0.0039
Si 3.1479 8.1861 16.7657 -0.002 -0.0008 0.0012
Si 0.1373 8.4963 16.9286 0.001 -0.0024 0
Si 2.2669 3.4779 20.8493 0.0045 0.0058 -0.0009
Si 10.6047 8.1628 13.9678 0 0.0028 0.0001
Si 8.9356 2.3535 20.5828 0.0022 0.0023 0.0004
Si 3.6196 1.0221 13.1645 0.0016 -0.0002 -0.0013
Si 4.7721 1.4984 10.3564 0.0023 -0.0061 0.0116
Si 6.8387 3.7518 10.5179 0.0059 -0.0057 0.0066
Si 10.0867 6.8097 11.5714 0.0013 -0.0005 0
Si 0.4418 5.9079 21.1881 0.0013 0.0175 -0.016
Si 8.3985 5.522 15.7178 -0.0005 -0.0035 0.0036
Si 4.8211 5.3157 20.8477 -0.0043 -0.0048 0.0028
Si 4.387 6.7659 12.9128 -0.0019 -0.0002 0.0011
Si 8.2201 7.8608 17.8978 0.0001 0.0013 -0.0013
Si 4.9781 0.5112 20.4035 -0.0047 0.0066 -0.0063
Si 7.3923 6.0005 12.6757 0.002 -0.0003 0.0035
Si 10.6786 0.7465 11.9885 -0.001 -0.0016 0.0011
Si 5.6973 9.8181 17.6912 0.0007 -0.0032 -0.0015
Si 1.2918 1.885 14.4893 -0.0003 0.0015 -0.0002
Si 2.9378 7.7675 21.0045 -0.0258 0.001 -0.009
Si 0.465 2.7956 18.7671 -0.0001 0.0021 0.0004
Si 2.6161 9.1673 13.9186 0.002 -0.002 0.001
Si 9.4782 2.4102 9.8898 0.0025 0.0025 0.0037
Si 6.0124 3.4884 16.2908 0.0084 -0.0019 -0.0016
Si 10.3281 10.569 20.935 -0.0007 0.0007 -0.0007
Si 6.1976 3.1519 19.3511 -0.0074 -0.0134 0.0012
Si 0.4633 4.3512 16.0816 0.0015 0.003 0.0008
Si 8.2221 10.1501 13.0265 0.0015 -0.0001 0.0022
Si 9.0178 7.651 20.6783 0.0019 0.0071 -0.0063
Si 6.335 9.7223 10.508 -0.0026 0.0027 0.0046
Si 2.2853 10.4327 19.6335 -0.0106 -0.0009 0.0035
Si 1.088 0.3797 17.12 -0.0012 -0.0019 0.002
Si 6.1613 0.639 15.0203 0.0036 -0.0052 0.0006
Si 3.4911 5.3692 15.4789 -0.0029 -0.0031 0.0024
O 5.888 0.3306 10.321 0.0062 -0.0011 -0.0027
O 7.4185 10.8382 14.2756 0.0033 0 0.0039
O 8.019 2.6468 10.5232 -0.0018 -0.0029 0.0069
O 7.1142 9.0182 17.6172 0.0037 -0.0032 0.0022
O 4.0835 6.7276 20.4951 0.0003 0.0036 -0.0062
O 5.8817 4.6973 19.7826 -0.0007 0.0039 0.0004
O 0.1789 1.4546 17.9075 -0.0079 -0.0016 0.0006
O 3.9343 6.5346 11.3738 -0.0017 -0.0108 -0.0048
O 3.7882 1.3086 11.6034 -0.0019 0.0007 -0.0006
O 7.9528 7.4632 19.4644 -0.0068 -0.0035 0.0002
O 8.4556 6.7547 11.6814 -0.0058 0.0053 -0.0061
O 8.0604 6.7693 16.7112 -0.0029 -0.0007 0.0016
O 3.7024 4.1706 20.9234 -0.0033 0.0034 -0.0068
O 9.2594 9.0286 13.6323 -0.0034 0.0001 0.0006
O 0.5216 3.9821 17.6658 -0.0007 0.0027 0.0038
O 9.9724 5.1125 15.8757 0.0022 0.0006 -0.0013
O 1.2234 4.6795 20.549 -0.004 -0.0035 -0.0042
O 6.9862 4.6495 11.8612 -0.0017 -0.0006 0.0051
O 7.7475 2.7897 19.5861 -0.0018 -0.005 0.0023
O 10.0989 6.4697 20.4001 0.0346 -0.0157 -0.0047
O 3.7284 6.7384 16.3212 0.0046 -0.0024 0.0009
O 10.6804 7.7952 15.5281 -0.0027 -0.007 -0.003
O 1.6945 0.9906 15.7714 0.006 -0.0011 -0.0014
O 9.2074 0.7473 20.5754 -0.0045 -0.0015 -0.0042
O 0.143 10.0896 16.7098 -0.0061 0.0027 -0.0032
O 0.3694 1.1254 13.4156 -0.0031 -0.0027 0.0011
O 4.9984 8.8048 10.5561 0.0017 0.0001 0.0004
O 5.358 2.0717 20.2181 0.006 0.0015 -0.0079
O 9.8176 3.768 9.08 -0.0021 -0.0009 -0.0064
O 9.1545 0.2719 12.2472 -0.0037 0.0041 -0.0013
O 0.634 10.5517 11.256 0.0047 -0.0015 -0.0004
O 6.0129 6.8136 12.9624 0.0008 0.0027 0.0018
O 3.3612 0.3998 20.4167 0.0008 -0.0067 0.0064
O 4.6122 4.2528 15.9002 -0.0031 -0.0009 -0.0003
O 1.4945 7.1118 21.2782 0.0235 0.0087 0.0124
O 4.3865 8.8502 17.5891 0.0033 -0.0006 0.0037
O 1.9008 2.5826 19.5374 0.006 -0.0046 0
O 7.1818 9.575 11.9009 -0.0022 -0.004 -0.0024
O 8.0801 5.7865 14.1373 0.0008 0.003 -0.0042
O 3.7572 8.194 13.3315 0.0031 0.0017 0.0004
O 2.75 8.9044 19.8835 -0.0013 -0.0242 0.0196
O -0.2178 5.5206 10.8253 0.0045 -0.0086 0.0011
O 1.0745 8.8404 13.569 -0.002 0.0015 -0.002
O 2.7316 2.2304 13.809 0.0053 0.0091 -0.0002
O 0.4177 3.1135 15.0445 -0.0051 -0.0023 -0.0041
O 9.8178 8.2309 17.9126 -0.0044 0.0002 0.0087
O 10.5904 6.7962 13.1072 0.0034 -0.0113 0.0056
O 2.7781 10.6103 13.2839 -0.003 -0.0007 -0.0045
O 1.6285 7.9949 17.4239 0.0045 -0.0037 0.0084
O 5.8146 2.976 17.8058 0.0076 0.0037 0.0123
O 5.731 -0.1337 16.3886 -0.0005 -0.0031 0.0017
O 5.4527 2.9428 10.5482 -0.0065 0.0065 0.0041
O 2.3127 -0.1385 18.0531 0.008 -0.0043 -0.0034
O 5.5913 10.589 19.1475 0.0047 0.0015 0.0041
O 9.6999 9.1172 20.6701 -0.0017 0.0036 0.0006
O 1.9126 5.0361 15.7343 0.0023 0.002 -0.0016
O 2.843 9.1613 15.5122 0.0017 0.004 0.0024
O 10.2578 3.0011 19.9007 -0.0096 0.0017 0.0031
O -0.3109 8.1575 10.838 -0.0007 0.0054 -0.0056
O 2.3591 8.5215 10.6328 0.0015 -0.0011 0.0006
O 5.0046 0.7141 13.9033 -0.0018 -0.0035 -0.003
O 3.769 5.6459 13.9002 -0.0015 -0.0055 -0.0039
O 7.3371 4.4032 16.1989 -0.0042 -0.0092 -0.0037
O 10.5636 2.0668 11.0442 0.0048 0.006 0.0007
O 6.3899 2.1963 15.3915 0.0004 0.013 0.0033
O 0.7612 10.6771 20.0872 0.0061 0.0003 -0.0041

Results
free energy: -131838.225 eV
free energy less fixed offsets of O -570.45, Si -639.56 eV per atom: 0.155 eV

The program warned: the cutoff lies below the one the program advises for these potential files; the forces do not sum to zero within the program's tolerance; empty levels may hold ghost states of the PAW files; the exchange-correlation potential is rough where the density is thin.
